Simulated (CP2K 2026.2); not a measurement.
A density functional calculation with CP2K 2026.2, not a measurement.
Periodic cell of 504 atoms, Si360O144, from a study of silicon, its oxide and their interface. The atomic structure is a simulated model.
Doubt: the forces sum to 1.74 eV/angstrom along one axis rather than to zero, so they err by at least 0.0035 eV/angstrom per atom on average; the grid cutoff is modest.

Settings: functional PBE; method Gaussian and plane waves; basis set DZVP-MOLOPT-SR-GTH; pseudopotentials GTH-PBE; grid cutoff 350 Ry, relative cutoff 50 Ry; k points Gamma only; occupations fixed; spin none; net charge 0.

Cell vectors (angstrom)
a 16.32 0 0
b 0 16.32 0
c -5.0415 3.8646 33.9298

Atoms and the computed forces on them: element, x, y, z (angstrom), force x, y, z (eV/angstrom)
Si 1.584 14.886 0.268 -0.16 0.039 0.759
Si 4.236 1.125 0.352 -0.031 0.139 0.773
Si 1.181 4.325 0.003 0.131 -0.237 0.819
Si 3.789 6.995 0.049 0.246 -0.106 0.76
Si 1.576 9.234 0.051 -0.073 0.227 0.785
Si 3.742 12.633 0.099 0.116 -0.251 0.773
Si 6.372 15.195 0.175 0.304 -0.109 0.765
Si 9.274 1.63 0.14 0.276 -0.421 0.666
Si 6.922 3.816 0.209 -0.294 0.403 0.631
Si 9.382 7.192 0.124 -0.047 -0.263 0.686
Si 2.049 13.199 33.824 -0.259 0.138 0.707
Si 4.804 15.788 33.851 -0.124 0.228 0.8
Si 7.552 18.509 33.75 -0.093 0.114 0.746
Si 9.674 5.522 33.913 0.161 -0.191 0.842
Si 12.417 3.762 0.177 0.036 0.118 0.796
Si 15.277 6.521 0.101 -0.169 0.022 0.852
Si 11.987 9.66 0.122 0.272 0.099 0.734
Si 9.928 16.398 33.777 0 -0.226 0.692
Si 2.742 16.301 1.671 -0.022 0.011 -0.017
Si 5.39 2.726 1.548 0.008 -0.002 -0.009
Si 2.696 5.444 1.411 -0.015 0.009 -0.092
Si 5.466 8.186 1.231 -0.01 -0.009 -0.089
Si 2.691 10.901 1.308 0 -0.028 -0.03
Si 5.334 13.621 1.509 -0.021 -0.031 -0.083
Si 8.164 16.239 1.311 -0.03 0.007 -0.026
Si 10.891 2.638 1.502 0.008 0.005 -0.033
Si 8.156 5.513 1.317 0.027 0.036 -0.049
Si 10.84 8.257 1.569 0.026 -0.001 0.022
Si 8.177 10.909 1.272 0.01 -0.011 -0.094
Si 10.993 13.54 1.205 0.018 0.003 -0.073
Si 13.611 16.289 1.225 -0.014 0.017 -0.073
Si 0.001 2.75 1.324 -0.025 0.027 -0.04
Si 13.609 5.418 1.353 0.006 -0.018 -0.052
Si 0.054 8.105 1.423 0.008 -0.025 -0.037
Si 13.724 10.894 1.149 -0.021 0.03 -0.013
Si -0.008 13.642 1.416 -0.009 -0.005 -0.022
Si 1.311 1.422 2.783 -0.032 0.015 0.012
Si 4.03 4.112 2.806 -0.005 0.025 0.01
Si 1.386 6.788 2.817 0.008 -0.018 0.048
Si 4.128 9.563 2.644 -0.008 -0.015 0.004
Si 1.323 12.205 2.728 0.013 -0.004 0.013
Si 4.071 14.927 2.972 0.005 -0.007 0.047
Si 6.845 1.316 2.772 0.018 -0.026 0.019
Si 9.527 4.138 2.718 -0.023 -0.032 -0.011
Si 6.769 6.83 2.689 -0.031 0.006 -0.012
Si 9.443 9.61 2.816 -0.019 0.036 0.032
Si 6.814 12.234 2.679 -0.004 -0.018 0.014
Si 9.576 14.877 2.61 0.014 -0.007 -0.04
Si 12.252 1.222 2.736 0.041 0.003 0.025
Si 14.965 4.073 2.751 0.012 0 0.025
Si 12.254 6.793 2.725 0.018 -0.036 0.005
Si 14.964 9.525 2.645 -0.002 0.016 -0.036
Si 12.339 12.212 2.62 -0.01 -0.022 0.009
Si 14.948 15.018 2.714 -0.003 0.021 0.019
Si -0.027 16.348 4.113 -0.015 -0.026 -0.005
Si 2.684 2.747 4.15 -0.002 -0.001 -0.015
Si -0.005 5.431 4.135 -0.021 -0.002 -0.026
Si 2.778 8.198 4.071 0.003 -0.004 -0.04
Si -0.024 10.852 4.075 0.01 0.014 -0.003
Si 2.661 13.532 4.171 -0.005 -0.003 0.005
Si 5.487 16.327 4.188 0.002 0.008 -0.018
Si 8.187 2.736 4.082 -0.017 -0.017 -0.011
Si 5.436 5.476 4.095 0.034 0.014 -0.002
Si 8.108 8.176 4.102 0.012 -0.007 -0.018
Si 5.46 10.881 4.065 -0.016 -0.013 -0.021
Si 8.197 13.582 4.031 0.007 0.015 -0.016
Si 10.869 16.227 4.071 -0.006 0.007 -0.004
Si 13.596 2.667 4.07 0.019 0.006 -0.047
Si 10.893 5.45 4.095 -0.019 0.014 0.004
Si 13.612 8.177 4.046 0.009 0.013 0.013
Si 10.922 10.931 4.063 0.023 0.009 -0.033
Si 13.607 13.604 4.046 -0.013 -0.016 -0.029
Si 1.371 14.968 16.308 0.012 -0.002 0.006
Si 4.105 17.679 16.342 0.003 -0.017 0.011
Si 1.314 4.064 16.327 -0.018 -0.001 0.002
Si 4.07 6.783 16.247 0 -0.007 -0.011
Si 1.338 9.504 16.285 -0.014 -0.004 0.009
Si 4.102 12.255 16.262 0.007 0.002 -0.009
Si 6.792 14.981 16.327 0.01 -0.012 0.014
Si 9.545 17.727 16.352 0.012 0.018 0.013
Si 6.825 4.073 16.323 -0.009 -0.003 0.008
Si 9.53 6.776 16.346 0 0.008 0.01
Si 6.809 9.509 16.264 -0.007 0.005 -0.005
Si 9.51 12.263 16.259 -0.002 0.019 -0.004
Si 12.247 14.988 16.321 0.018 -0.007 -0.002
Si -1.374 17.704 16.34 0.011 0 -0.005
Si 12.221 4.087 16.383 -0.001 -0.01 0.011
Si -1.378 6.761 16.337 -0.003 -0.004 0.012
Si 12.232 9.482 16.287 0.002 -0.005 0.01
Si -1.359 12.236 16.311 -0.002 0.006 0
Si 2.751 16.295 17.686 0.001 0.017 -0.006
Si 5.466 2.739 17.696 0.019 -0.008 0.028
Si 2.677 5.472 17.608 0.012 -0.003 -0.009
Si 5.478 8.089 17.581 -0.018 0.014 0.017
Si 2.759 10.859 17.567 0.013 0.004 0.007
Si 5.415 13.616 17.674 -0.024 0.003 0.013
Si 8.157 16.374 17.66 -0.021 -0.002 0.022
Si 10.881 2.746 17.8 -0.013 -0.014 0.007
Si 8.205 5.379 17.719 0.012 0.004 0.017
Si 10.871 8.166 17.69 0.023 -0.006 0.015
Si 8.136 10.92 17.596 0.017 -0.02 0.005
Si 10.883 13.594 17.622 -0.004 0.009 0.009
Si 13.563 16.384 17.708 -0.02 -0.023 -0.006
Si -0.034 2.719 17.739 -0.008 0.012 0.028
Si 13.576 5.44 17.751 -0.006 -0.005 0.049
Si -0.016 8.136 17.664 0.015 0.018 0.013
Si 13.609 10.82 17.625 -0.015 0.013 -0.001
Si 0.001 13.616 17.654 0.015 -0.003 0.049
Si 1.384 17.646 19.023 -0.011 0.001 -0.04
Si 4.031 4.137 18.942 -0.009 -0.007 -0.025
Si 1.373 6.819 19.027 0.004 -0.001 0.018
Si 4.117 9.454 18.878 -0.011 0.001 -0.019
Si 1.439 12.231 18.916 0.008 0.004 -0.035
Si 4.091 14.956 19.102 -0.008 0.004 -0.001
Si 6.845 17.725 19.095 0.016 0.008 -0.017
Si 9.522 4.075 19.222 -0.019 0.011 0.023
Si 6.812 6.745 18.992 0.016 -0.006 -0.011
Si 9.468 9.576 18.957 0.013 0.004 -0.014
Si 6.783 12.241 18.987 -0.007 -0.003 0.004
Si 9.56 15.015 18.948 0.022 -0.003 -0.041
Si 12.265 17.739 19.184 0.029 -0.002 0.017
Si -1.401 4.075 19.149 -0.009 -0.008 -0.03
Si 12.212 6.832 19.11 -0.005 0.011 -0.003
Si -1.381 9.47 19.03 -0.009 0.005 0.001
Si 12.199 12.141 18.93 -0.005 -0.03 -0.04
Si -1.405 14.986 18.994 0.044 -0.022 -0.011
Si -0.006 16.306 20.375 -0.024 0.012 0.034
Si 2.72 2.777 20.311 -0.019 0.017 0.036
Si 0.01 5.504 20.408 -0.037 0.012 0.021
Si 2.806 8.154 20.329 0.043 0.018 0.053
Si 0.12 10.808 20.213 0.042 -0.046 0.039
Si 2.734 13.529 20.414 0.069 -0.016 0.088
Si 5.455 16.369 20.432 -0.024 -0.012 0.05
Si 8.181 2.692 20.632 0.017 -0.031 0.069
Si 5.39 5.428 20.333 0.005 0.034 0.017
Si 8.128 8.202 20.279 -0.033 0.006 0.026
Si 5.463 10.762 20.256 0.026 -0.023 0.026
Si 8.164 13.668 20.232 -0.027 0.005 0.02
Si 10.873 16.325 20.439 -0.008 -0.008 0.081
Si -2.755 2.771 20.673 0.006 0.034 0.069
Si 10.846 5.522 20.562 -0.009 0.016 0.054
Si -2.754 8.209 20.499 -0.02 -0.013 0.048
Si 10.815 10.872 20.374 -0.021 -0.002 0.027
Si -2.77 13.505 20.22 0.018 0.018 0.024
Si 0.991 14.576 21.615 0.237 0.184 -0.826
Si 4.23 17.957 21.664 0.01 -0.079 -0.673
Si 1.207 3.95 21.676 0.166 0.212 -0.742
Si 4.358 7.036 21.712 -0.163 -0.113 -0.748
Si 1.672 9.722 21.624 -0.131 -0.123 -0.811
Si 3.929 11.838 21.586 -0.021 0.268 -0.723
Si 7.106 15.206 21.625 -0.155 0.032 -0.795
Si 9.366 17.36 21.952 0.084 0.279 -0.731
Si 6.419 3.856 21.715 0.215 -0.026 -0.72
Si 9.595 7.174 21.742 -0.01 -0.261 -0.675
Si 6.589 9.258 21.682 0.074 0.135 -0.757
Si 9.639 12.511 21.583 -0.042 -0.249 -0.757
Si 11.976 14.595 21.553 0.112 0.165 -0.779
Si -0.982 17.939 21.776 -0.335 -0.153 -0.7
Si 12.474 4.524 21.96 -0.195 -0.327 -0.81
Si -1.515 6.663 21.777 0.158 0.216 -0.789
Si 11.896 9.32 21.783 0.162 0.13 -0.83
Si -1.15 12.3 21.395 -0.151 -0.052 -0.736
Si -2.431 6.346 31.895 -0.052 0.044 0.004
Si -3.236 14.07 24.199 0.048 -0.036 -0.072
Si 2.711 13.139 28.512 0.021 0.043 0.007
Si 2.449 6.031 28.826 -0.126 0.076 0.065
Si 3.975 4.716 26.664 -0.009 0.027 -0.112
Si 10.662 4.485 24.533 0.129 0.185 -0.094
Si 6.849 5.7 26.749 0.042 -0.085 -0.083
Si 2.351 8.835 31.616 0.013 0.08 0.088
Si 11.863 17.233 27.251 0.03 0.165 -0.057
Si -0.708 10.205 25.738 0.033 -0.01 -0.118
Si 8.01 5.509 23.782 -0.049 0.122 -0.09
Si 2.565 14.583 24.15 -0.082 -0.111 0.028
Si 3.95 4.813 31.145 -0.004 0.046 0.075
Si 0.733 13.491 31.026 0.171 0.081 0.091
Si 9.984 18.009 24.981 0.047 -0.05 -0.184
Si -0.191 9.403 28.47 0.07 0.085 0.115
Si -0.656 6.499 29.331 0.119 -0.055 0.102
Si 1.238 12.599 25.991 -0.027 -0.066 -0.115
Si 1.962 18.939 31.249 -0.124 -0.01 0.11
Si 2.726 17.322 24.35 -0.007 -0.16 -0.099
Si 7.591 17.216 26.555 -0.04 -0.058 0.044
Si -2.996 5.12 27.752 0.012 0.113 -0.058
Si -0.962 14.727 25.898 -0.141 -0.018 -0.162
Si 10.72 12.407 27.383 -0.144 -0.029 -0.092
Si 6.392 12.381 25.992 0.11 -0.023 -0.021
Si 0.386 7.94 23.938 0.04 -0.007 -0.14
Si -2.847 11.131 23.725 0.01 0.007 -0.14
Si 0.096 10.595 31.369 0.094 -0.144 0.02
Si 8.494 11.873 31.901 -0.046 -0.066 0.027
Si 2.563 5.686 23.96 -0.031 0.058 -0.108
Si -4.688 4.256 31.858 0.057 0.124 0.145
Si 2.667 8.841 28.527 0.162 0.156 -0.003
Si 9.859 13.634 29.833 0.052 -0.063 -0.079
Si -1.764 18.828 26.798 -0.051 0.014 0.205
Si 4.545 18.055 26.572 -0.024 -0.094 0.005
Si 5.268 13.629 23.542 -0.001 -0.07 -0.085
Si -1.325 15.769 31.1 -0.121 -0.049 0.189
Si -4.412 14.957 31.673 0.029 0.115 0.135
Si 4.264 16.936 30.938 0.088 -0.072 0.195
Si -3.64 14.53 26.991 0.023 -0.071 0.029
Si -0.321 17.498 24.62 -0.024 -0.21 -0.171
Si 4.89 11.084 28.154 -0.075 -0.013 0.087
Si 6.28 19.091 30.89 -0.036 -0.036 0.209
Si 8.602 7.963 27.874 0.171 -0.049 0.018
Si 0.104 17.744 29.197 0.131 -0.081 -0.111
Si 2.853 16.139 28.525 -0.088 0.066 0.052
Si 5.387 9.087 32.108 0.021 0.104 0.088
Si 8.256 10.856 23.876 -0.09 -0.051 -0.083
Si 8.089 3.283 28.415 -0.09 0.01 -0.078
Si 11.055 3.328 29.042 0.075 -0.062 -0.011
Si 7.133 9.838 29.843 0.035 -0.043 -0.06
Si 8.415 14.232 27.343 0.065 -0.028 -0.012
Si 10.076 9.649 25.946 -0.014 -0.026 0.054
Si 11.133 6.93 26.586 -0.075 0.001 0.075
Si 1.323 14.959 5.467 0.008 0.004 0.003
Si 4.075 1.375 5.477 -0.006 0.003 0.002
Si 1.343 4.093 5.51 -0.011 -0.001 0.008
Si 4.092 6.83 5.464 0.001 0.013 -0.008
Si 1.37 9.518 5.431 0.013 0.002 -0.011
Si 4.087 12.203 5.466 -0.001 -0.009 -0.002
Si 6.856 14.931 5.459 0.028 0.002 0.006
Si 9.542 1.341 5.417 0.002 0.007 -0.014
Si 6.8 4.087 5.433 -0.002 -0.004 -0.009
Si 9.514 6.818 5.43 -0.015 -0.007 -0.003
Si 6.778 9.527 5.469 -0.001 -0.004 0.011
Si 9.55 12.26 5.434 -0.01 -0.006 0
Si 12.237 14.915 5.448 -0.01 -0.002 -0.012
Si 14.942 1.36 5.481 -0.003 0.011 0.004
Si 12.242 4.056 5.426 0.013 -0.01 -0.003
Si 14.953 6.821 5.441 0 -0.013 0.005
Si 12.244 9.526 5.415 -0.005 0.004 -0.003
Si 14.956 12.243 5.423 -0.008 -0.001 -0.008
Si 2.711 16.315 6.811 0.007 -0.007 -0.003
Si 5.44 2.742 6.814 0.001 0.008 0.003
Si 2.726 5.464 6.822 -0.003 0.006 0
Si 5.438 8.17 6.839 -0.005 0.006 0.004
Si 2.718 10.86 6.821 0.017 -0.003 -0.002
Si 5.459 13.583 6.8 -0.008 0.002 -0.007
Si 8.189 16.318 6.807 -0.011 -0.002 0.002
Si 10.889 2.7 6.792 0 -0.009 0.003
Si 8.164 5.445 6.792 0.005 -0.008 -0.005
Si 10.881 8.172 6.785 0.002 0.005 0
Si 8.176 10.889 6.786 0.009 -0.012 -0.005
Si 10.882 13.595 6.83 -0.004 0.008 0.006
Si 13.582 16.3 6.808 -0.005 0 0.004
Si -0.014 2.715 6.84 0.005 0.005 0.002
Si 13.594 5.437 6.784 0.008 0.009 -0.005
Si 0.01 8.162 6.799 0.009 -0.004 -0.001
Si 13.599 10.882 6.786 -0.008 0.014 0.001
Si -0.026 13.595 6.817 -0.007 0.002 0.001
Si 1.357 1.352 8.178 -0.004 0.001 0.007
Si 4.081 4.094 8.176 0.001 0.005 0.001
Si 1.356 6.807 8.176 0.009 0.002 0.006
Si 4.071 9.514 8.193 -0.015 -0.019 0.01
Si 1.355 12.239 8.162 0.014 0.011 -0.008
Si 4.089 14.953 8.151 0.004 0.011 -0.008
Si 6.806 1.361 8.151 0 -0.006 -0.007
Si 9.522 4.071 8.142 -0.014 0.006 -0.01
Si 6.81 6.797 8.168 -0.005 0.009 0.003
Si 9.526 9.526 8.154 -0.009 0.003 0.002
Si 6.815 12.233 8.164 0.009 0.002 -0.004
Si 9.533 14.967 8.181 0.023 0.005 0.016
Si 12.238 1.35 8.167 0.009 -0.003 0.006
Si 14.947 4.089 8.17 0.006 -0.008 0.007
Si 12.235 6.799 8.142 -0.015 -0.008 -0.004
Si 14.963 9.526 8.149 0.004 0.009 -0.004
Si 12.245 12.228 8.169 -0.015 -0.012 0.007
Si 14.942 14.953 8.177 0 -0.011 0.002
Si -0.01 16.314 9.529 0.006 -0.004 0
Si 2.719 2.722 9.526 0.001 0 -0.001
Si -0.005 5.44 9.527 0.006 0.007 -0.004
Si 2.713 8.154 9.545 0.003 0.009 0.004
Si -0.005 10.881 9.521 -0.002 -0.005 -0.002
Si 2.72 13.603 9.513 0.002 -0.005 -0.005
Si 5.443 16.321 9.51 -0.01 -0.006 -0.005
Si 8.162 2.72 9.513 0.006 0 0
Si 5.446 5.443 9.533 -0.001 -0.002 0.002
Si 8.168 8.163 9.516 0.011 -0.008 -0.001
Si 5.446 10.88 9.525 -0.002 -0.004 -0.004
Si 8.166 13.601 9.525 -0.014 0.007 -0.001
Si 10.887 16.323 9.541 -0.013 0.005 0.009
Si 13.596 2.716 9.522 -0.009 0.002 -0.002
Si 10.878 5.435 9.502 0.004 -0.002 0.003
Si 13.599 8.159 9.503 0.011 0 -0.003
Si 10.882 10.876 9.526 0.008 0.004 -0.001
Si 13.59 13.593 9.537 -0.005 0.007 0.003
Si 1.36 14.959 10.88 0.002 0 -0.006
Si 4.083 1.359 10.876 0.008 -0.002 -0.005
Si 1.353 4.076 10.886 -0.003 -0.005 0.003
Si 4.08 6.792 10.894 -0.009 0.002 0.008
Si 1.349 9.52 10.885 0.005 -0.007 0.001
Si 4.08 12.246 10.871 0.001 0.012 -0.003
Si 6.802 14.966 10.874 0.004 -0.001 0.002
Si 9.52 1.369 10.882 0.006 -0.004 -0.001
Si 6.804 4.074 10.882 -0.004 0.006 0
Si 9.526 6.795 10.868 -0.011 0.003 0
Si 6.805 9.516 10.879 -0.007 0.002 0
Si 9.528 12.243 10.884 0.011 -0.01 -0.001
Si 12.241 14.961 10.9 0 0.004 0.005
Si -1.364 1.36 10.887 0.012 -0.002 0.001
Si 12.231 4.076 10.87 0.005 -0.002 -0.001
Si -1.37 6.801 10.874 0 -0.001 0.003
Si 12.244 9.512 10.876 -0.015 0.003 -0.001
Si -1.362 12.237 10.888 0.004 0.004 0
Si 2.715 16.328 12.236 -0.001 -0.003 -0.001
Si 5.444 2.711 12.242 -0.011 -0.006 0.004
Si 2.718 5.426 12.248 0.005 -0.003 0.002
Si 5.445 8.157 12.24 0.006 -0.002 0.006
Si 2.716 10.886 12.224 0.002 -0.004 -0.004
Si 5.437 13.609 12.228 -0.008 -0.003 -0.004
Si 8.159 16.329 12.234 -0.002 0.003 -0.005
Si 10.881 2.725 12.244 -0.011 0.007 -0.001
Si 8.168 5.438 12.232 0.013 0.003 0.001
Si 10.889 8.146 12.232 0.012 -0.003 0.005
Si 8.169 10.875 12.235 -0.002 0.013 -0.003
Si 10.876 13.607 12.255 0.002 0.005 0.004
Si 13.6 16.327 12.257 0.001 -0.005 0.002
Si -0.007 2.719 12.25 0.001 0 0.005
Si 13.591 5.432 12.227 -0.008 -0.006 -0.005
Si -0.011 8.154 12.238 -0.002 0.01 -0.001
Si 13.595 10.875 12.243 0.011 -0.003 0
Si -0.002 13.604 12.24 0.007 0.001 0
Si 1.359 17.684 13.609 0.003 -0.002 0.002
Si 4.076 4.057 13.606 0.011 -0.007 0.003
Si 1.342 6.783 13.592 0 0.007 -0.002
Si 4.074 9.525 13.576 -0.017 0.016 0.004
Si 1.357 12.239 13.588 0.002 0.007 -0.003
Si 4.08 14.971 13.587 0.004 -0.002 0.001
Si 6.811 17.683 13.606 0.011 -0.015 -0.001
Si 9.528 4.088 13.602 -0.004 0.001 -0.009
Si 6.808 6.791 13.592 -0.011 0.002 -0.001
Si 9.53 9.505 13.587 0.007 -0.007 -0.003
Si 6.806 12.249 13.573 0.001 -0.003 -0.002
Si 9.517 14.986 13.603 -0.01 0.003 0
Si 12.238 17.693 13.615 0.003 0.002 -0.006
Si -1.386 4.073 13.599 0.004 0.013 -0.009
Si 12.237 6.779 13.597 0.013 -0.011 -0.004
Si -1.372 9.506 13.6 0 0.001 0.002
Si 12.244 12.246 13.604 -0.008 0.004 -0.003
Si -1.351 14.969 13.609 0.009 -0.012 -0.004
Si -0.005 16.338 14.977 -0.003 -0.003 0.003
Si 2.715 2.711 14.989 0.007 0.002 0.008
Si -0.025 5.422 14.954 -0.01 -0.023 -0.004
Si 2.706 8.159 14.92 0.013 -0.001 0
Si -0.01 10.879 14.939 0.013 0 -0.001
Si 2.716 13.609 14.933 -0.005 -0.007 0.005
Si 5.439 16.326 14.954 -0.003 0.013 0.005
Si 8.18 2.727 14.96 0.001 0.002 -0.005
Si 5.456 5.414 14.941 -0.006 0.007 -0.004
Si 8.184 8.134 14.952 -0.001 0.004 0.005
Si 5.452 10.882 14.917 -0.004 0.008 -0.003
Si 8.14 13.628 14.938 0.009 -0.006 -0.005
Si 10.875 16.344 14.976 -0.014 -0.008 -0.002
Si 13.578 2.738 14.991 0.003 -0.004 -0.009
Si 10.885 5.43 14.979 0.003 0.005 -0.001
Si 13.601 8.124 14.953 -0.018 0.003 -0.009
Si 10.882 10.872 14.943 0.01 0.002 0.005
Si 13.606 13.613 14.965 0.01 0.02 0.003
O 3.742 18.214 25.188 0.057 0.506 -0.171
O 8.01 15.661 26.718 0.071 -0.093 -0.18
O 10.356 5.002 32.527 -0.053 -0.093 -0.466
O 3.703 6.422 23.071 0.264 0.213 0.319
O 0.076 2.838 22.06 -0.082 0.166 0.214
O 8.203 16.244 22.269 -0.085 -0.132 0.428
O 1.451 6.8 24.388 0.053 -0.106 0.537
O 9.251 4.481 23.744 -0.17 -0.33 -0.219
O -1.632 5.568 33.037 -0.014 -0.125 -0.11
O 1.593 18.301 32.685 0.06 -0.533 -0.198
O 6.807 4.775 23.008 -0.399 -0.041 0.198
O 10.772 13.595 22.045 -0.149 -0.083 0.458
O -0.424 16.207 25.585 0.351 -0.007 0.495
O 12.274 14.703 25.431 -0.384 0.502 0.042
O 11.854 4.293 23.457 0.094 -0.215 0.41
O 4.214 16.371 32.447 -0.449 -0.044 -0.137
O 1.074 9.019 22.953 0.12 -0.007 0.409
O 1.507 13.849 32.417 -0.077 0.459 -0.167
O 4.648 5.358 32.5 0.414 0.114 -0.297
O 11.12 19.641 30.652 -0.331 -0.422 -0.016
O 1.334 16.745 28.734 -0.072 -0.216 0.089
O 2.026 12.236 27.348 0.119 -0.602 0.118
O -1.697 5.508 28.613 0.085 -0.323 -0.121
O -4.036 19.594 32.949 -0.086 -0.092 -0.267
O 10.743 5.811 25.46 0.024 -0.116 -0.204
O -2.114 10.586 25.045 -0.142 -0.087 0.143
O 7.484 5.85 25.262 -0.215 0.282 0.197
O 5.232 5.749 26.738 -0.281 0.583 -0.194
O -0.389 14.556 30.573 0.019 -0.215 -0.502
O -0.13 12.168 31.301 -0.73 -0.032 0.028
O 5.069 3.799 30.581 -0.026 0.163 -0.468
O 6.523 14.362 22.879 0.341 -0.279 0.566
O 8.031 18.092 27.838 0.071 -0.182 0.218
O 10.575 3.145 25.418 0.341 0.09 0.812
O -1.697 11.412 22.636 0.401 -0.227 0.226
O 10.117 17.759 23.368 0.437 0.204 0.109
O 1.346 9.57 27.978 0.231 0.316 -0.219
O 0.247 13.803 26.363 0.017 0.152 0.696
O 10.915 15.962 32.522 -0.043 0.008 -0.384
O -3.595 5.349 31.348 -0.046 0.066 -0.443
O 5.726 17.577 30.632 0.483 -0.182 -0.446
O 5.322 2.738 22.235 -0.025 -0.049 0.353
O 1.411 7.935 32.579 -0.485 -0.063 -0.296
O -2.349 11.993 33.519 0.082 -0.161 -0.572
O 3.525 5.933 30.058 0.27 0.446 -0.09
O 10.286 12.326 28.951 0.172 -0.623 0.21
O 3.244 4.961 25.233 -0.091 -0.168 -0.094
O -1.326 6.76 30.789 -0.016 0.085 0.144
O -3.155 7.638 32.564 0.255 0.039 -0.312
O -3.723 6.444 27.119 0.407 0.283 0.097
O -1.16 17.249 23.25 -0.348 -0.1 0.093
O 7.89 10.796 30.883 0.273 0.06 -0.111
O -1.034 10.167 27.329 -0.383 0.255 0.059
O 10.861 17.082 25.976 -0.157 -0.646 -0.252
O 7.422 11.54 25.076 -0.085 -0.208 0.291
O 7.171 13.204 27.153 -0.017 -0.051 0.228
O 0.758 18.874 30.177 -0.13 0.557 0.06
O 11.128 14.505 30.33 0.215 0.201 -0.311
O 7.459 19.515 29.893 0.295 0.187 0.122
O 11.321 9.282 33.486 0.094 -0.117 -0.277
O 8.042 2.666 0.095 0.137 -0.196 -0.136
O 1.683 10.319 31.662 0.224 0.438 -0.201
O 3.242 12.124 33.466 0.101 0.075 -0.321
O 5.49 8.136 22.182 -0.062 -0.012 0.33
O -0.771 10.062 32.628 -0.12 -0.419 -0.047
O 5.926 9.076 30.602 -0.453 -0.217 -0.206
O 4.913 12.216 22.847 0.438 -0.47 0.171
O -0.72 16.047 32.581 0.459 -0.22 -0.191
O 10.709 10.96 26.675 0.401 -0.099 0.049
O -4.156 4.387 28.582 -0.171 -0.085 0.27
O 11.985 15.719 27.827 -0.059 0.007 0.462
O -4.162 13.669 32.625 -0.324 -0.338 -0.102
O 12.452 10.019 23.151 -0.072 0.134 0.62
O 9.656 11.132 32.721 0.336 -0.024 -0.135
O 6.844 19.154 32.419 -0.334 0.424 -0.311
O 8.403 17.815 25.285 -0.387 0.412 -0.475
O 9.523 10.049 24.485 0.379 -0.331 -0.16
O -0.641 7.865 28.487 -0.399 -0.192 -0.279
O 8.774 9.122 26.758 -0.46 0.261 -0.17
O 2.707 15.872 25.101 0.298 -0.088 0.753
O -2.401 17.643 33.628 -0.01 0.002 -0.407
O 2.337 8.465 30.067 -0.161 -0.521 0.006
O 6.429 8.174 32.909 -0.29 -0.166 -0.251
O -0.694 18.494 27.992 0.41 0.065 0.03
O 8.608 6.816 23.018 -0.216 0.259 0.219
O 12.672 12.512 23.992 -0.597 -0.107 0.324
O 3.197 18.104 30.687 -0.08 0.258 -0.25
O 3.333 17.292 22.85 -0.316 -0.142 -0.174
O 7.385 12.491 32.881 -0.364 -0.166 -0.113
O 2.527 4.108 31.498 -0.249 0.198 0.054
O 3.688 17.183 27.621 0.139 0.023 0.248
O 7.295 9.881 23.014 -0.02 -0.134 0.211
O 1.408 15.039 23.118 -0.171 0.389 0.374
O 10.767 8.217 22.247 0.039 0.06 0.241
O -0.977 18.737 25.4 0.098 0.449 -0.241
O 8.824 14.476 28.9 -0.335 0.527 0.301
O 9.999 7.08 27.784 -0.042 -0.353 0.451
O 12.213 13.044 27.41 0.539 -0.181 0.08
O 5.598 13.46 25.095 0.027 0.553 0.428
O 11.316 18.174 28.44 -0.008 -0.125 0.121
O 2.763 10.831 22.146 -0.207 0.244 0.367
O 6.35 10.773 28.786 0.251 0.135 -0.364
O 1.813 13.223 29.853 0.111 -0.008 0.106
O 5.887 14.622 33.438 0.161 -0.169 -0.556
O 2.267 13.172 24.866 0.158 -0.189 -0.276
O -0.142 13.452 21.942 0.047 0.13 0.521
O 3.946 14.512 23.323 -0.126 0.311 -0.346
O 4.666 3.283 26.994 0.298 0.051 0.15
O 7.342 4.321 27.432 -0.218 -0.251 -0.289
O 8.859 11.996 22.909 -0.328 0.136 0.222
O 12.774 14.994 22.918 0.059 0.646 0.098
O 5.995 17.371 26.346 -0.002 -0.249 -0.044
O 8.511 6.608 33.49 0.151 0.155 -0.268
O 4.116 12.361 28.825 0.381 0.383 0.579
O -0.387 9.962 29.97 -0.17 -0.11 -0.103
O 1.856 4.542 23.049 -0.06 -0.148 0.426
O -1.657 14.117 24.564 0.371 -0.268 -0.303
O 3.745 15.841 29.872 -0.003 -0.703 -0.021
O -2.986 17.76 26.824 0.264 -0.261 -0.397
O -0.181 8.758 25.215 0.042 -0.429 0.214
O 5.252 11.419 26.616 -0.411 -0.111 -0.299
O 3.953 9.764 28.275 0.212 -0.182 -0.294
O -2.403 3.999 26.749 -0.02 0.037 -0.586
O -0.85 7.255 23.143 -0.177 -0.132 0.436
O -2.617 5.558 22.252 0.022 0.04 0.158
O -2.036 14.699 27.111 0.21 0.117 0.598
O 9.702 13.474 26.663 0.206 0.225 -0.699
O 2.817 14.641 27.897 0.149 0.184 -0.284
O 7.366 6.973 27.596 -0.236 0.063 0.113
O -2.942 15.537 31.238 -0.025 0.21 -0.492
O 0.296 3.94 33.699 -0.044 -0.06 -0.541
O 0.435 11.32 25.426 0.29 -0.093 -0.155
O 3.855 8.579 32.127 0.036 -0.228 0.362
O 11.159 8.423 25.911 0.499 0.103 -0.29
O 9.101 13.148 31.149 -0.053 0.417 0.092
O 8.74 17.445 33.279 0.031 0.159 -0.564
O 2.789 7.352 27.921 0.293 -0.183 -0.661
O 1.22 17.873 24.328 0.052 0.62 0.102
O 9.604 3.807 28.546 0.023 0.474 -0.123
O 0.888 5.945 29.328 0.106 -0.153 0.351
O -1.036 16.961 30.048 -0.561 0.068 -0.252
O 8.205 8.778 29.23 0.372 -0.154 0.452
O 5.266 10.544 32.798 0.188 0.289 -0.14
O 2.818 4.841 27.798 -0.177 -0.324 0.135

Results
total energy: -101655.145 eV
total energy less fixed offsets of O -438.35, Si -107.03 eV per atom: -1.945 eV
